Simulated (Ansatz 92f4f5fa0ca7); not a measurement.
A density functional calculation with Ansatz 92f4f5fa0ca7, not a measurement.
Periodic cell of 186 atoms, Si104O82, from a study of silicon, its oxide and their interface. The atomic structure is a simulated model.

Settings: functional r2SCAN; potential files Ansatz norm-conserving; basis plane waves; wave-function cutoff 1300 eV; density cutoff ratio 4; exchange-correlation grid ratio 1; k mesh 2 x 2 x 1, shifted by 0.5 0.5 0.5 of a step; self-consistency stop 5e-08 eV per atom in the density residual; occupations Fermi-Dirac, 0.05 eV; spin none; net charge 0.

Cell vectors (angstrom)
a, 11.5403, 0, 0
b, 0, 11.5403, 0
c, -1.5343, 1.2942, 23.9143

Atoms and the computed forces on them: element, x, y, z (angstrom), force x, y, z (eV/angstrom)
Si, -0.0273, 2.6129, 0.3464, -0.0918, -0.1375, -0.5396
Si, 0.0435, 8.0809, 0.4969, 0.1012, 0.1245, -0.6241
Si, -0.0076, 11.1111, 0.8873, 0.2402, -0.014, -0.7891
Si, 3.7858, 2.6679, 0.1581, -0.1853, -0.3885, -0.5174
Si, 4.0589, 8.1824, 0.5297, -0.1566, 0.3742, -0.7398
Si, 3.8464, 11.2529, 1.0146, -0.0891, -0.1727, -0.8567
Si, 8.0013, 3.0896, 0.2688, 0.2181, -0.2907, -0.3552
Si, 8.0955, 7.4715, 0.5742, -0.0634, -0.0148, -0.6353
Si, 7.5015, 11.5255, 0.6159, -0.284, -0.0345, -0.0074
Si, 1.966, 3.3002, 1.5722, -0.1517, -0.1252, -0.1343
Si, 2.0636, 7.4828, 1.657, -0.0918, 0.1041, -0.0365
Si, 1.8885, 11.2023, 2.2161, 0.1109, 0.0278, -0.3357
Si, 5.8247, 3.4546, 1.405, 0.1247, -0.0865, -0.2245
Si, 5.9731, 7.4836, 1.7568, 0.1193, 0.0511, -0.2271
Si, 5.8143, 11.3061, 2.1989, 0.1071, 0.0013, -0.4753
Si, 9.7476, 3.3947, 1.8052, 0.1851, -0.0089, -0.1668
Si, 9.8487, 7.5408, 2.0371, 0.1324, -0.024, -0.0278
Si, 9.5032, 11.123, 1.9836, -0.2105, 0.0307, -0.3919
Si, 2.027, 5.3839, 2.8943, -0.0229, 0.0056, -0.1947
Si, 2.0214, 9.2058, 3.3267, 0.0735, -0.0796, 0.2567
Si, 1.9647, 13.2084, 3.3037, -0.0549, 0.1152, 0.3295
Si, 5.8397, 5.4083, 2.893, -0.0237, -0.1446, -0.0675
Si, 5.9481, 9.2929, 3.3007, 0.1846, -0.0083, 0.242
Si, 5.8476, 13.3229, 3.2312, 0.0331, 0.0746, 0.1503
Si, 9.8049, 5.4242, 3.1055, -0.0818, -0.277, -0.0814
Si, 9.6744, 9.3375, 3.4446, 0.017, -0.0416, 0.1806
Si, 9.643, 13.101, 3.2747, -0.1821, 0.2377, 0.2357
Si, 0.191, 5.3956, 4.4392, 0.0153, 0.0497, -0.0056
Si, 0.1116, 9.2943, 4.6904, 0.0073, -0.0763, 0.0051
Si, 0.0451, 13.1325, 4.6494, 0.1801, 0.0358, -0.0668
Si, 3.9518, 5.3981, 4.3345, 0.0808, 0.0278, 0.102
Si, 3.9974, 9.2967, 4.6181, -0.0933, -0.1637, 0.0866
Si, 3.9325, 13.1793, 4.6084, -0.0232, 0.0887, 0.0508
Si, 7.7529, 5.4066, 4.3642, 0.0264, 0.1035, -0.0605
Si, 7.7649, 9.3234, 4.7499, -0.1381, -0.1014, -0.0978
Si, 7.7288, 13.2055, 4.6473, 0.0007, -0.0081, -0.1772
Si, 0.1264, 3.5513, 5.9166, -0.1412, 0.0011, 0.1068
Si, 0.1697, 7.2871, 5.8765, -0.1081, 0.0428, 0.1673
Si, 0.0934, 11.2147, 6.0412, 0.1449, 0.0338, 0.0072
Si, 3.9755, 3.5762, 5.8868, -0.1729, -0.0127, -0.0327
Si, 4.0232, 7.2897, 5.8106, -0.0822, -0.1119, 0.0111
Si, 3.9377, 11.2321, 6.0174, 0.11, 0.0893, 0.0313
Si, 7.6576, 3.6146, 5.9131, 0.1562, -0.1853, 0.0331
Si, 7.7488, 7.2829, 5.8447, 0.0235, 0.0608, 0.1295
Si, 7.8289, 11.2781, 6.0319, -0.1214, 0.1358, 0.0682
Si, 2.1015, 3.4953, 7.2725, 0.1501, -0.1498, -0.1638
Si, 2.1458, 7.2744, 7.2049, 0.0162, 0.0803, -0.3165
Si, 1.9794, 11.1207, 7.4291, 0.0427, 0.0177, 0.07
Si, 5.7735, 3.6288, 7.4154, -0.0813, -0.0004, 0.1742
Si, 5.8706, 7.2899, 7.2891, 0.1421, 0.026, -0.0044
Si, 5.9191, 11.3222, 7.359, -0.0063, 0.0554, 0.0246
Si, 9.6334, 3.5339, 7.1265, 0.0843, 0.1017, -0.2707
Si, 9.7057, 7.3593, 7.1357, -0.0936, -0.0361, -0.2839
Si, 9.7461, 11.2718, 7.4531, -0.1459, -0.0743, 0.1843
Si, 2.1252, 5.4193, 8.5898, 0.1391, 0.098, 0.3475
Si, 2.1534, 9.0442, 8.7374, 0.037, 0.0333, 0.3427
Si, 1.9763, 13.142, 8.689, 0.1694, -0.0701, 0.0074
Si, 5.7465, 5.5344, 8.899, -0.0144, 0.1298, 0.2088
Si, 5.9831, 9.3063, 8.5285, 0.118, -0.1423, 0.2214
Si, 5.8386, 13.2282, 8.8152, -0.0964, 0.0172, 0.1829
Si, 9.5409, 5.4325, 8.3738, -0.0542, -0.0538, 0.2766
Si, 9.8271, 9.1773, 8.6468, -0.1602, 0.0137, 0.2401
Si, 9.6369, 13.3504, 8.6917, -0.0767, 0.1578, 0.0799
Si, 11.5414, 5.3393, 9.4347, -0.28, 0.0042, 0.9005
Si, 11.714, 8.3381, 9.8994, -0.0688, -0.4764, 0.8509
Si, 11.5711, 13.8153, 9.8969, -0.1306, 0.3372, 0.8411
Si, 3.7513, 5.7141, 10.3859, -0.1902, -0.6059, 0.3083
Si, 4.2227, 9.456, 10.0277, 0.1546, 0.4891, 0.0064
Si, 3.8725, 12.6419, 10.0304, -0.1686, -0.1746, 0.4909
Si, 7.8508, 5.6867, 10.0113, 0.1656, 0.7043, 0.5568
Si, 7.8558, 8.8654, 9.9243, 0.141, -0.3359, 0.2629
Si, 7.7622, 13.4507, 10.2483, -0.0617, -0.7127, 0.2522
Si, 3.2568, 3.2022, 12.0967, 0.033, -0.2414, 0.3032
Si, 3.0832, 13.3887, 17.5137, -0.0397, -0.0393, -0.0571
Si, 7.1016, 6.6442, 16.9486, 0.0551, 0.0209, 0.0152
Si, 3.354, 15.3105, 15.0468, -0.0713, -0.0261, 0.1784
Si, 12.1381, 2.4531, 12.7066, -0.0004, 0.0181, 0.2695
Si, 5.6836, 5.5753, 14.3911, 0.0337, -0.095, 0.4078
Si, 12.071, 3.2142, 18.5297, -0.0242, -0.1055, -0.1794
Si, 7.6218, 15.5648, 12.6069, -0.0342, 0.1926, 0.4295
Si, 1.6753, 7.711, 16.8622, -0.0645, 0.0608, -0.0613
Si, 11.4622, 9.7534, 15.4567, 0.0738, 0.1092, 0.1779
Si, 8.602, -0.6207, 11.8614, -0.0434, 0.0194, 0.1936
Si, 7.3742, 11.5123, 17.2387, 0.0056, 0.1416, 0.1031
Si, 7.453, 4.3546, 19.0585, -0.0669, 0.0477, -0.2699
Si, 11.4565, 9.8689, 12.5539, 0.1451, 0.0078, 0.2187
Si, 4.5726, 10.7748, 17.4354, -0.1197, 0.0735, 0.0029
Si, 9.9235, 3.5121, 14.6881, 0.0829, 0.0786, 0.2175
Si, 4.2918, 7.764, 12.5891, 0.0845, 0.1518, 0.5561
Si, 4.3821, 7.9342, 17.868, 0.1699, -0.1135, -0.1002
Si, 6.3655, 9.7768, 21.7707, 0.0633, -0.1086, -0.3036
Si, 9.2603, 2.3458, 17.536, -0.0628, -0.026, -0.0458
Si, 4.2646, 10.1527, 14.4286, 0.0013, 0.1791, 0.173
Si, 2.3745, 7.3723, 19.6987, 0.0358, -0.0067, -0.1247
Si, 12.174, 5.0092, 15.9841, -0.0658, 0.1051, -0.0518
Si, 8.5608, 9.1034, 16.3057, 0.0594, -0.1675, 0.1067
Si, 7.1349, 10.8219, 14.3816, -0.1528, -0.019, 0.1917
Si, 8.4173, 5.0349, 21.8563, 0.0325, -0.0174, -0.2065
Si, 1.5955, 11.6233, 14.0854, 0.1343, 0.0413, 0.2566
Si, 2.0265, 4.5918, 20.9343, 0.1426, 0.1391, -0.5019
Si, 4.9121, 12.0582, 21.6516, 0.0317, 0.1003, -0.1444
Si, 4.6206, 14.6978, 19.933, 0.0733, 0.0034, -0.2516
Si, 8.3356, 7.9179, 22.3463, 0.0016, 0.1514, -0.2016
Si, 3.4495, 9.469, 21.56, -0.0154, -0.0719, -0.3635
O, 12.8882, 7.5718, 18.4475, 0.321, -0.0901, -0.0398
O, 0.9707, 3.7119, 20.0229, 0.2004, 0.1252, 0.1322
O, 9.6746, 4.5242, 22.753, -0.0576, -0.0761, 0.3669
O, 4.2795, 7.6331, -0.9971, 0.1004, 0.1429, 0.3553
O, 7.9834, 12.9934, 0.0936, -0.2178, 0.1929, 0.1035
O, 0.0289, 12.5113, -0.0204, -0.0268, 0.3849, 0.6485
O, 7.0025, 4.8461, 22.6631, -0.1164, -0.1258, 0.5243
O, 3.8551, 9.8047, 0.21, 0.2449, -0.3416, 0.5183
O, 5.8849, 11.646, 17.8898, 0.0182, -0.2099, -0.1761
O, 3.8463, 12.5457, -0.0386, 0.1301, 0.4919, 0.5533
O, 10.1883, -0.8134, 12.0516, -0.0881, -0.0773, -0.065
O, 7.8967, -2.0135, 11.4363, 0.0868, 0.2223, -0.3021
O, 3.5907, 11.1047, 21.3887, 0.2425, -0.1024, 0.2268
O, 8.386, 4.3491, 20.382, -0.0855, 0.1144, 0.3929
O, 7.6884, 8.989, 21.2768, -0.0585, -0.2032, 0.6033
O, 8.064, 8.7225, -0.5177, 0.0191, -0.3798, 0.1445
O, 4.8536, 13.5181, 21.0065, -0.0941, -0.1427, 0.0254
O, 4.0649, 14.0323, 18.5917, -0.0416, 0.0711, 0.2199
O, 4.3947, 16.5538, 15.2425, 0.0869, -0.0534, -0.312
O, 10.0988, 9.6092, 16.2961, -0.0066, -0.0247, -0.2091
O, 10.5754, 2.5684, 18.4734, 0.0729, 0.1243, -0.13
O, 11.1848, 9.1138, 13.9794, 0.0846, 0.3351, -0.1469
O, 12.7531, 10.8209, 12.7394, -0.2187, -0.0738, 0.1275
O, 0.9163, 6.5874, 15.9999, 0.1536, 0.0053, 0.1578
O, 8.4352, 7.5395, 16.6794, -0.2303, 0.2084, -0.0687
O, 11.3876, 3.9066, 10.2694, 0.3457, -0.4127, -0.5529
O, 1.6637, 3.5581, 12.1527, 0.137, -0.1525, 0.0178
O, 3.3696, 6.7028, 11.7238, 0.3519, -0.3455, -0.7522
O, 3.974, 4.243, 11.0934, -0.0728, 0.254, 0.0021
O, 4.8355, 8.7131, 11.3817, -0.2958, 0.0469, -0.285
O, 8.0372, -0.0304, 13.2482, 0.0654, -0.2294, -0.2031
O, 7.8196, -1.5719, 17.4603, -0.011, 0.179, -0.2995
O, 12.1501, 4.4908, 17.522, 0.0236, -0.1956, -0.0091
O, 8.5712, 12.439, 17.8091, -0.1339, 0.0111, -0.159
O, 8.5704, 3.8979, 13.9172, -0.0788, -0.0341, -0.3236
O, 8.1744, 16.6509, 11.5333, -0.2799, -0.1286, -0.5158
O, 2.4879, 8.8031, 20.4419, 0.2085, -0.0377, 0.161
O, 4.7276, 10.0432, 15.9866, -0.017, 0.0687, -0.0462
O, 5.6591, 10.6049, 13.718, 0.0753, -0.0956, 0.1894
O, 11.4821, 6.73, 10.3345, 0.2719, 0.5056, -0.7705
O, 3.3088, 11.7864, 17.4345, 0.2658, 0.0067, 0.0514
O, 7.8102, 9.4087, 14.8809, -0.0579, 0.3221, 0.0407
O, 5.3378, 6.9031, 13.5023, -0.1917, 0.0575, -0.2092
O, 6.2111, 11.2335, 21.0661, -0.3464, -0.2096, 0.4169
O, 10.7277, 4.797, 15.2845, 0.0549, -0.2935, 0.0114
O, 7.822, 7.2899, 10.3237, -0.0538, -0.0062, -0.275
O, 8.2323, 0.39, 10.6667, -0.0691, 0.1522, 0.1965
O, 7.4571, 14.207, 11.7108, 0.2261, -0.144, -0.7546
O, 3.6608, 8.8198, 13.6972, 0.153, -0.1863, -0.2787
O, 9.6266, 2.5157, 15.9504, 0.0603, 0.1804, -0.0594
O, 7.1654, 11.8431, 15.6492, 0.0118, -0.3611, -0.0175
O, 11.6439, 1.5986, 11.4132, 0.0091, 0.3115, -0.3638
O, 10.8329, 2.9035, 13.5111, 0.1766, -0.0387, -0.1219
O, 1.8327, 6.1767, 20.6254, 0.0781, -0.17, 0.0119
O, 3.5511, 4.2012, 20.5316, -0.2133, -0.0832, 0.1112
O, 5.8389, 7.5827, 17.3137, -0.1049, -0.0467, -0.0041
O, 5.9801, 3.9175, 19.544, 0.0001, -0.0734, 0.0668
O, 1.5431, 13.6166, 17.9564, 0.0582, 0.2647, 0.0429
O, 3.4882, 14.111, 16.1232, -0.1216, 0.1508, -0.073
O, 3.1273, 11.2971, 14.4504, -0.1159, -0.1744, -0.1406
O, 4.0177, 11.0448, 10.4253, -0.0767, -0.0731, -0.4008
O, 3.3879, 3.1389, -1.3826, 0.2016, -0.1021, 0.574
O, 11.8768, 8.8337, 11.4373, -0.1148, 0.1396, -0.3705
O, 3.7855, 3.1961, 13.6104, -0.1578, 0.1424, -0.2201
O, 1.8176, 4.3018, 15.1299, 0.1035, -0.0371, 0.0752
O, 12.0103, 11.2811, 15.2301, 0.0759, -0.2858, -0.3121
O, 7.1794, 7.5491, 23.4821, -0.1224, 0.4728, 0.2043
O, 1.482, 13.1884, 13.804, -0.1563, -0.0377, -0.3316
O, 3.2907, 7.6739, 16.6741, -0.1027, 0.0569, 0.2738
O, 6.6767, 10.9295, -0.6717, 0.2063, 0.0379, -0.0071
O, 3.6056, 13.2681, 11.5254, 0.0351, 0.28, -0.323
O, 0.0994, 9.685, -0.0012, -0.1589, -0.1845, 0.7425
O, -0.3141, 7.2059, -0.8666, -0.2652, 0.1854, 0.3308
O, 4.356, 9.4865, 18.3999, 0.0519, -0.007, -0.1572
O, 4.9958, 8.9068, 21.5104, 0.0416, 0.3769, 0.1487
O, 7.3666, 5.7682, 18.2755, -0.0117, -0.1724, -0.0143
O, 8.6889, 6.5972, 21.5234, -0.1296, -0.0945, 0.3038
O, 6.2284, 4.4954, 13.3038, 0.1605, 0.0389, -0.1682
O, 8.0999, 3.3839, 17.9477, 0.0592, 0.0221, 0.1375
O, 12.6809, 9.1076, 16.2837, -0.1127, -0.1149, -0.0804
O, 6.7919, 5.8649, 15.5537, -0.1479, 0.0827, -0.0704
O, 3.8788, 7.0112, 19.1207, -0.3562, 0.3117, -0.1517

Results
free energy: -50300.976 eV
free energy less fixed offsets of O -463.61, Si -117.95 eV per atom: -18.156 eV
pressure: -1.10 GPa
stress xx, yy, zz, yz, xz, xy (GPa, positive in tension): 0.91, 0.43, 1.96, -0.08, 0.22, 0.22
